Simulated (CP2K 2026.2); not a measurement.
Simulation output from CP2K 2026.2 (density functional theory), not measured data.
Periodic cell of 534 atoms, Si358O176, from a study of silicon, its oxide and their interface. The atomic structure is a simulated model.
Doubt: the forces sum to 2.33 eV/angstrom along one axis rather than to zero, so they err by at least 0.0044 eV/angstrom per atom on average; the grid cutoff is modest.

Settings: functional PBE; method Gaussian and plane waves; basis set DZVP-MOLOPT-SR-GTH; pseudopotentials GTH-PBE; grid cutoff 350 Ry, relative cutoff 50 Ry; k points Gamma only; occupations fixed; spin none; net charge 0.

Cell vectors (angstrom)
a 16.32 0 0
b 0 16.32 0
c -0.1531 0.6576 35.4108

Atoms and the computed forces on them: element, x, y, z (angstrom), force x, y, z (eV/angstrom)
Si 0.352 0.051 0.129 -0.268 0.067 0.702
Si 2.404 2.918 0.037 0.457 -0.154 0.647
Si 0.012 5.869 35.306 -0.226 0.381 0.649
Si 3.035 8.114 0.134 -0.268 -0.061 0.817
Si 16.033 11.288 0.192 0.042 0.074 0.766
Si 2.382 14.751 35.301 0.136 -0.259 0.668
Si 5.701 16.242 35.311 0.115 -0.51 0.642
Si 8.444 2.84 0.14 -0.024 0.072 0.7
Si 5.001 6.477 35.401 0.144 -0.236 0.867
Si 7.933 8.385 0.013 0.138 -0.192 0.78
Si 5.579 11.311 35.279 -0.179 0.299 0.745
Si 7.763 14.119 0.114 -0.268 0.126 0.542
Si 10.46 1.243 35.021 0.337 -0.459 0.709
Si 13.286 3.153 0.279 0.256 -0.32 0.652
Si 10.942 5.341 0.447 -0.048 0.381 0.707
Si 12.977 9.474 35.299 0.107 -0.145 0.721
Si 10.536 11.499 35.343 -0.062 0.152 0.654
Si 14.04 14.404 35.278 0.244 0.158 0.567
Si 1.41 1.499 1.575 0.013 0.017 -0.01
Si 4.049 4.153 1.211 -0.04 0.043 -0.048
Si 1.24 6.956 1.149 0.031 0.015 -0.028
Si 4.198 9.659 1.404 0.015 -0.005 -0.036
Si 1.435 12.445 1.249 -0.001 0.007 -0.008
Si 4.102 15.016 1.376 0.004 0.011 -0.039
Si 6.892 1.63 1.341 0.214 0.22 0.486
Si 9.484 4.175 1.728 0.002 -0.048 0.004
Si 6.753 6.876 1.354 -0.018 0.016 -0.041
Si 9.392 9.584 1.386 -0.012 -0.002 -0.058
Si 6.753 12.329 1.266 -0.021 -0.056 -0.013
Si 9.503 15.262 1.145 0.071 0.126 0.023
Si 12.17 1.401 1.28 -0.053 -0.008 -0.043
Si 14.976 4.247 1.421 0.029 0.04 -0.033
Si 12.209 7.095 1.288 0.007 0.018 -0.018
Si 14.715 9.785 1.369 0.028 -0.04 -0.012
Si 11.894 12.353 1.301 -0.249 -0.376 0.395
Si 15.097 15.17 1.413 0.059 0.013 -0.022
Si 16.264 2.845 2.806 -0.013 0.003 0.013
Si 2.841 0.132 2.784 -0.016 -0.004 0.034
Si 16.2 8.331 2.564 0.003 -0.013 -0.023
Si 2.626 5.559 2.574 0.004 -0.009 0.007
Si 0.106 13.764 2.731 -0.005 0.013 0.018
Si 2.739 11.043 2.639 -0.018 0.002 -0.015
Si 5.42 2.891 2.667 -0.011 0.041 -0.038
Si 8.155 0.165 2.684 0.025 -0.004 -0.05
Si 5.488 8.284 2.778 0.005 -0.035 0.019
Si 8.059 5.6 2.833 -0.023 0.03 -0.004
Si 5.376 13.602 2.723 0.014 0.021 -0.01
Si 8.095 11.025 2.704 0.018 0.031 -0.005
Si 10.893 2.715 2.837 0.043 -0.052 0.028
Si 13.556 0.101 2.668 0.007 0.001 -0.003
Si 10.823 8.319 2.74 0.018 -0.028 0.007
Si 13.591 5.692 2.675 -0.034 -0.016 0.021
Si 10.73 13.846 2.645 -0.014 -0.004 -0.081
Si 13.397 11.125 2.732 -0.031 0.066 -0.02
Si 1.334 4.249 4.068 0.021 0.006 -0.016
Si 4.126 1.543 4.105 -0.014 -0.006 0.001
Si 1.296 9.673 3.936 -0.012 -0.008 0.016
Si 4.002 6.915 4.004 0.006 -0.029 -0.047
Si 1.414 15.115 4.117 0.012 0.004 -0.001
Si 4.031 12.331 4.124 -0.002 -0.016 0.011
Si 6.707 4.224 4.122 -0.014 -0.016 0.021
Si 9.471 1.443 4.162 -0.01 0.02 0.001
Si 6.8 9.667 4.127 -0.001 -0.012 -0.005
Si 9.48 6.958 4.115 0.03 0.029 -0.01
Si 6.768 15.062 4.003 0.006 0.003 -0.012
Si 9.439 12.429 4.042 -0.018 -0.017 -0.007
Si 12.253 4.233 4.042 -0.026 0.015 -0.032
Si 14.875 1.475 4.087 -0.003 0.008 0.009
Si 12.141 9.707 4.109 0.011 -0.003 0.01
Si 14.937 7 4.058 -0.012 0.027 0.006
Si 12.184 15.086 4.039 -0.005 -0.014 -0.032
Si 14.921 12.425 4.02 -0.011 0.015 -0.042
Si -0.042 16.476 10.865 -0.007 0.002 0.004
Si 2.708 2.908 10.873 -0.003 0.001 0
Si -0.032 5.62 10.874 -0.008 -0.004 0.004
Si 2.697 8.321 10.86 0.01 -0.01 -0.002
Si 16.255 11.027 10.862 -0.008 0.026 0.007
Si 2.678 13.753 10.853 0.004 -0.012 0.005
Si 5.414 16.486 10.861 0.001 -0.006 -0.004
Si 8.138 2.87 10.888 0.02 -0.022 0.001
Si 5.43 5.607 10.887 -0.018 0.001 -0.002
Si 8.12 8.317 10.893 -0.02 0.004 0.001
Si 5.385 11.037 10.863 -0.009 0.004 -0.012
Si 8.128 13.754 10.888 0.001 0.003 -0.001
Si 10.825 16.472 10.903 -0.018 0.027 0.002
Si 13.556 2.871 10.865 0.007 0.001 -0.002
Si 10.842 5.582 10.869 0.028 -0.019 -0.003
Si 13.567 8.307 10.869 0.003 0.003 -0.013
Si 10.833 11.009 10.906 0.005 -0.009 -0.002
Si 13.532 13.738 10.888 0.013 -0.002 -0.005
Si 1.334 1.538 12.198 0.008 0.008 -0.003
Si 4.079 4.261 12.254 0.002 -0.007 0.011
Si 1.349 6.979 12.23 0.01 0.015 0.007
Si 4.051 9.671 12.235 -0.005 0.019 -0.002
Si 1.308 12.386 12.197 -0.03 -0.014 -0.007
Si 4.055 15.121 12.199 -0.008 0.017 -0.008
Si 6.775 1.509 12.241 -0.032 -0.013 -0.006
Si 9.501 4.224 12.256 -0.015 -0.003 0.003
Si 6.775 6.965 12.277 0.015 -0.012 0.003
Si 9.464 9.665 12.285 0.016 0.003 0.002
Si 6.751 12.39 12.218 -0.009 -0.013 -0.012
Si 9.457 15.114 12.273 0.018 -0.025 0.006
Si 12.18 1.534 12.243 0.027 0 0
Si 14.917 4.246 12.205 -0.005 -0.008 -0.007
Si 12.208 6.939 12.22 0.006 0.002 -0.017
Si 14.903 9.671 12.242 -0.002 -0.027 0.003
Si 12.183 12.368 12.274 -0.006 0.023 0.007
Si 14.891 15.117 12.219 0 -0.004 -0.003
Si -0.021 2.909 13.547 0.019 -0.002 0.004
Si 2.714 16.509 13.539 -0.002 -0.016 0.004
Si -0.007 8.348 13.581 -0.018 0.02 0.001
Si 2.727 5.647 13.603 0.002 0.006 0.007
Si -0.055 13.747 13.543 0.012 -0.005 -0.012
Si 2.668 11.03 13.558 0.006 -0.008 0.003
Si 5.462 2.901 13.602 0.02 0 0.016
Si 8.095 16.474 13.648 0 0.008 0.009
Si 5.405 8.334 13.638 -0.002 0.008 0.006
Si 8.166 5.6 13.619 -0.016 0.013 -0.022
Si 5.423 13.78 13.565 0.004 -0.018 -0.002
Si 8.043 11.016 13.622 0.006 0.033 0.017
Si 10.85 2.882 13.659 0.006 0.01 0.014
Si 13.502 16.459 13.583 -0.014 0.002 0.022
Si 10.857 8.277 13.599 -0.003 -0.002 0.007
Si 13.563 5.582 13.586 -0.024 0.006 0.013
Si 10.774 13.703 13.622 -0.013 -0.009 0.014
Si 13.535 10.993 13.644 0.014 0.005 0.026
Si 1.357 4.272 14.912 -0.025 0.007 -0.018
Si 4.083 1.54 14.918 -0.003 -0.022 -0.019
Si 1.335 9.706 14.978 -0.009 -0.015 0.016
Si 4.057 7.006 15.03 -0.02 -0.003 0.009
Si 1.334 15.129 14.836 -0.002 -0.004 -0.022
Si 4.057 12.398 14.854 -0.012 -0.017 -0.017
Si 6.835 4.249 14.991 -0.028 -0.037 0.004
Si 9.465 1.508 15.008 -0.011 -0.018 0.014
Si 6.74 9.664 15.061 0.021 0.03 0.047
Si 9.534 6.931 15.003 0.005 -0.058 0.007
Si 6.724 15.111 15.024 -0.028 -0.013 0.042
Si 9.349 12.383 15.001 0.055 0.022 -0.036
Si 12.206 4.283 15.023 0.029 0.043 0.024
Si 14.905 1.538 14.845 -0.005 -0.005 -0.013
Si 12.156 9.611 15.017 -0.01 -0.018 0.044
Si 14.971 6.941 14.884 0.041 0.023 -0.011
Si 12.116 15.082 14.955 0.019 0.02 -0.025
Si 14.95 12.373 14.935 0.018 0.006 -0.004
Si -0.047 16.486 16.134 0.002 -0.02 -0.011
Si 2.731 2.917 16.237 -0.035 -0.005 -0.004
Si 0.024 5.64 16.28 0.01 -0.003 -0.007
Si 2.648 8.357 16.405 0.041 -0.001 -0.012
Si 0.083 11.155 16.358 0.018 0.014 0.008
Si 2.756 13.821 16.156 -0.034 0.042 -0.006
Si 5.393 16.54 16.36 -0.046 -0.025 0.017
Si 8.219 2.942 16.41 0.014 0.056 0.037
Si 5.465 5.61 16.324 0.012 0.027 0.01
Si 8.147 8.227 16.367 -0.063 -0.015 -0.09
Si 5.286 11.075 16.337 -0.12 0.02 -0.05
Si 8.013 13.732 16.46 0.057 -0.064 0.018
Si 10.713 16.367 16.372 -0.011 -0.054 0.005
Si 13.6 2.863 16.273 0.004 -0.03 -0.012
Si 10.884 5.654 16.479 -0.003 0.01 0.018
Si 13.677 8.272 16.278 -0.029 -0.021 0.049
Si 10.609 10.904 16.311 -0.09 -0.001 -0.092
Si 13.505 13.686 16.224 -0.014 -0.05 -0.001
Si 1.309 1.531 17.457 0.021 -0.009 -0.052
Si 4.072 4.283 17.627 0.014 -0.015 -0.055
Si 1.322 6.959 17.771 -0.006 -0.015 -0.005
Si 3.922 9.792 17.789 0.002 0.026 -0.033
Si 1.534 12.586 17.664 -0.038 -0.003 0.039
Si 3.925 15.184 17.633 -0.016 0.05 0.001
Si 6.791 1.597 17.693 0.005 -0.022 -0.048
Si 9.614 4.227 17.905 -0.035 -0.02 -0.058
Si 6.823 6.904 17.759 0.024 -0.011 -0.026
Si 9.241 9.634 17.883 0.162 0.118 0.014
Si 6.549 12.405 17.804 0.051 -0.062 0.076
Si 9.314 15.093 17.922 -0.05 0.015 -0.003
Si 12.202 1.425 17.511 0.002 -0.011 -0.062
Si 15.046 4.216 17.583 0.013 0.087 -0.033
Si 12.387 6.972 17.79 0.05 -0.097 -0.023
Si 15.032 9.708 17.582 -0.03 0.006 -0.067
Si 12.03 12.284 17.457 0.056 0.114 -0.097
Si 14.92 15.105 17.448 0.002 -0.026 -0.034
Si 0.121 2.893 18.887 0.022 0.019 0.01
Si 2.488 16.523 18.929 0.021 0.008 0.029
Si -0.006 8.417 19.095 0.035 -0.064 0.116
Si 2.837 5.651 19.071 -0.048 0.057 -0.029
Si 0.02 13.913 18.854 0.326 0.511 -0.107
Si 2.74 11.336 19.296 0.118 -0.012 0.071
Si 5.404 2.941 19.017 0.016 0.03 0.013
Si 7.9 16.611 19.293 -0.156 -0.387 -0.279
Si 5.558 8.536 18.928 0.036 -0.016 -0.091
Si 8.199 5.573 19.266 0.013 0.057 0.128
Si 5.251 13.966 19.092 0.038 -0.041 0.042
Si 7.223 10.373 18.928 0.042 -0.005 0.062
Si 11.137 2.757 19.052 -0.007 -0.037 0.149
Si 13.546 16.382 18.791 -0.037 -0.006 -0.028
Si 10.173 9.277 20.069 0.145 0.457 -0.231
Si 13.755 5.469 19.036 -0.111 0.067 0.022
Si 10.691 13.448 18.986 -0.033 -0.11 0.064
Si 13.211 10.694 18.668 -0.014 0.005 -0.002
Si 1.783 3.88 20.312 0.055 0.069 -0.544
Si 3.917 1.576 20.143 -0.016 -0.072 -0.352
Si 1.372 9.812 20.466 -0.278 0.268 -0.738
Si 4.443 6.922 20.381 -0.315 0.358 -0.064
Si 0.759 15.662 20.322 0.071 -0.22 -0.731
Si 4.408 12.573 20.756 -0.424 -0.006 -0.824
Si 6.5 4.463 20.452 0.214 -0.236 -0.667
Si 10.078 1.801 20.958 0.575 -0.39 -0.218
Si 7.233 11.064 21.122 0.093 -0.115 -0.599
Si 9.123 6.546 21.276 -0.178 -0.261 -0.648
Si 6.112 15.648 20.502 0.168 -0.014 -0.678
Si 10.072 11.718 20.654 -0.011 -0.256 -0.644
Si 12.803 3.768 20.382 -0.377 0.349 -0.109
Si 14.918 1.524 20.01 -0.024 -0.011 -0.477
Si 12.309 8.664 19.51 -0.346 0.13 -0.196
Si 14.72 7.161 20.313 0.346 -0.064 -0.79
Si 12.398 14.684 19.973 -0.151 0.108 -0.771
Si 14.184 12.165 20.106 -0.434 -0.361 -0.383
Si 11.194 4.304 22.051 0.285 -0.034 -0.636
Si 3.002 4.219 26.67 -0.085 0.069 -0.132
Si 10.152 7.108 25.719 -0.034 0.052 -0.012
Si 3.001 7.87 21.995 0.603 -0.436 -0.196
Si 15.966 11.431 22.245 0.072 -0.102 -0.019
Si 0.926 13.991 22.756 -0.039 -0.039 -0.072
Si 9.666 9.661 24.68 0.053 0.164 -0.034
Si 4.381 5.652 24.6 0.018 -0.046 -0.048
Si 4.235 8.587 24.775 -0.07 0.072 -0.093
Si 7.109 5.162 23.163 0.107 -0.061 -0.309
Si 3.665 13.805 23.676 0.032 -0.111 -0.254
Si 6.802 0.917 24.791 -0.103 -0.136 -0.123
Si 12.347 10.201 25.495 -0.105 0.069 -0.089
Si 7.87 15.302 22.852 0.032 -0.101 -0.116
Si 11.311 6.24 29.134 0.027 0.099 -0.148
Si 0.456 5.994 22.198 -0.093 0.023 -0.284
Si 12.989 7.384 25.701 -0.107 0.067 -0.083
Si 13.932 14.521 26.324 -0.08 0.001 -0.022
Si 11.979 14.422 24.239 0.115 0.081 -0.093
Si 1.596 2.111 25.237 -0.034 0.061 0.14
Si 1.47 14.359 29.428 -0.13 -0.003 0.139
Si 0.483 6.795 29.929 0.039 -0.095 0.049
Si 14.771 13.253 24.04 -0.012 -0.136 -0.227
Si 5.792 12.362 25.335 -0.032 0.062 -0.166
Si 7.864 3.613 25.783 -0.104 0.104 -0.01
Si 7.761 14.614 25.746 0.117 0 -0.185
Si 1.621 4.938 24.44 -0.021 0.114 -0.001
Si 4.729 10.12 27.127 -0.265 0.007 0.063
Si 3.484 5.706 29.35 -0.082 0.184 0.075
Si 9.326 14.981 28.339 0.036 0.02 -0.07
Si 10.715 16.132 22.194 -0.136 0.826 -0.112
Si 14.232 7.408 28.31 -0.019 0.091 0.106
Si 8.626 7.044 28.303 -0.023 0.22 0.006
Si 11.865 4.886 24.964 0.047 -0.034 -0.042
Si 11.177 11.805 23.377 0.001 -0.052 -0.103
Si 12.844 2.738 27.157 0.083 -0.002 -0.026
Si 12.993 4.073 32.769 0.083 -0.095 0.162
Si 15.121 0.97 26.284 -0.004 0.118 -0.058
Si 11.55 0.825 29.045 0.042 0.118 0.152
Si 5.706 8.036 28.962 -0.029 -0.018 0.08
Si 15.044 13.252 28.716 -0.099 -0.007 0.061
Si 1.784 11.679 31.039 -0.021 0.059 -0.052
Si 3.884 15.805 28.148 0.002 0.08 0.036
Si 6.552 16.298 29.007 0.013 -0.034 0.088
Si 4.484 10.529 30.101 0.045 0.089 0.005
Si 5.143 3.762 30.891 0.031 -0.049 0.108
Si 0.904 2.368 33.196 0.047 -0.051 0.251
Si 9.375 4.235 28.075 0.183 -0.018 0.201
Si 9.1 7.092 33.431 -0.125 0.066 0.078
Si 0.137 16.743 31.087 -0.024 0.02 0.076
Si 12.151 11.13 30.958 0.081 0.059 0.126
Si -0.043 9.493 31.172 -0.087 0.077 0.178
Si 6.888 10.129 23.895 0.002 -0.028 -0.119
Si 13.993 15.549 32.424 -0.248 -0.587 -0.237
Si 15.757 5.084 32.414 -0.038 -0.034 0.302
Si 4.463 0.792 30.71 -0.022 -0.076 0.092
Si 1.322 10.445 33.519 0.01 0.065 0.11
Si 5.744 12.346 32.401 0.042 -0.062 0.226
Si 4.287 15.058 32.882 -0.094 -0.061 0.22
Si 6.805 5.151 33.24 0.039 0.074 0.188
Si 13.784 10.539 28.293 -0.048 -0.01 0.005
Si 6.999 2.943 28.455 0.112 -0.055 0.075
Si 11.639 6.504 32.038 -0.028 0.132 0.19
Si 3.912 16.571 25.027 0.07 -0.157 -0.039
Si 8.696 13.073 33.154 0.053 -0.12 0.235
Si 14.478 1.462 29.011 -0.093 0.119 0.063
Si 11.743 1.376 32.042 -0.208 -0.135 0.332
Si 13.4 8.898 32.303 0.103 0.127 0.238
Si 10.388 13.31 30.601 0.093 0.047 0.149
Si 13.286 13.713 31.221 0.124 0.518 0.427
O 1.223 15.866 34.989 -0.174 -0.087 -0.586
O 16.171 1.646 34.23 -0.527 0.284 -0.055
O 1.235 4.812 35.132 -0.116 0.195 0.052
O 2.283 2.724 34.021 0.529 -0.122 -0.424
O 15.701 5.978 33.791 -0.385 0.415 -0.159
O 10.857 4.851 28.367 0.19 -0.227 -0.313
O 2.529 9.749 34.296 0.334 0.136 -0.433
O 3.899 7.615 34.988 0.089 0.062 -0.637
O 14.959 13.112 34.899 0.169 0.068 -0.601
O 0.142 10.95 34.471 -0.221 -0.421 -0.256
O 5.136 13.842 32.234 -0.017 0.355 -0.632
O 3.107 14.467 33.849 -0.233 -0.211 -0.515
O 5.252 16.002 33.771 0.208 0.28 -0.418
O 2.758 14.695 28.506 0.146 -0.12 -0.279
O 9.385 2.463 34.897 -0.282 0.022 -0.47
O 7.517 4.171 34.297 -0.196 -0.013 -0.294
O 5.635 5.974 33.994 -0.19 0.312 -0.454
O 8.467 8.446 34.056 -0.125 0.274 -0.257
O 6.697 10.165 34.941 0.096 0.013 -0.119
O 5.08 11.773 33.786 -0.503 -0.069 -0.109
O 5.366 11.519 31.05 0.392 0.185 -0.107
O 8.171 14.311 34.048 0.192 0.376 -0.195
O 6.125 0.861 0.085 -0.226 0.132 -0.294
O 10.933 1.007 33.442 -0.183 -0.152 -0.296
O 10.663 11.716 30.723 -0.51 -0.625 -0.188
O 13.554 3.449 34.154 0.131 -0.481 -0.024
O 12.08 4.233 0.137 -0.017 0.119 -0.072
O 10.344 7.397 32.442 -0.054 0.493 -0.359
O 9.767 6.246 34.621 0.029 -0.125 -0.141
O 13.667 8.999 33.897 0.43 -0.275 -0.072
O 14.693 9.344 31.446 -0.122 0.033 -0.517
O 9.679 12.113 34.065 0.088 -0.097 -0.08
O 11.761 10.498 34.852 -0.106 0.09 -0.088
O 12.688 13.263 0.182 -0.533 0.169 -0.369
O 13.098 16.833 32.061 0.371 0.135 -0.45
O 2.858 2.706 20.853 0.11 -0.082 0.421
O 0.92 4.587 21.52 -0.129 -0.437 0.168
O 1.426 3.348 24.205 -0.17 -0.286 -0.669
O 4.933 0.452 20.917 -0.151 0.226 0.054
O 13.328 13.825 23.493 0.03 0.044 -0.547
O 15.614 12.551 19.44 0.237 -0.44 -0.063
O 2.765 9.158 21.026 0.571 0.058 -0.045
O 0.478 10.113 21.837 0.107 -0.434 0.497
O 15.846 14.334 23.472 -0.105 0.597 -0.021
O 15.943 0.464 20.779 0.098 0.035 0.65
O 3.933 13.345 22.132 -0.29 -0.003 0.119
O 15.408 11.773 23.732 -0.068 -0.479 0.493
O 7.717 2.176 25.109 0.297 -0.166 0.081
O 6.953 4.028 21.986 0.157 -0.517 0.22
O 10.862 13.251 24.042 -0.555 0.206 0.328
O 7.738 4.671 24.57 0.192 0.246 0.222
O 5.74 11.737 21.227 0.179 -0.253 0.35
O 7.293 9.965 22.333 0.167 -0.689 -0.104
O 8.03 6.343 22.497 -0.031 0.538 0.273
O 5.625 5.65 23.591 -0.235 0.124 -0.134
O 7.095 16.077 25.881 -0.047 0.129 0.439
O 6.706 14.83 21.816 -0.091 -0.293 0.098
O 9.965 8.083 24.43 0.003 -0.228 -0.449
O 11.273 11.996 21.766 0.613 -0.025 -0.035
O 9.301 3.765 26.52 0.551 -0.166 -0.261
O 9.414 8.138 21.025 -0.033 0.155 0.294
O 10.498 5.763 21.744 0.467 0.171 0.221
O 13.908 2.568 20.834 0.068 0.145 0.327
O 13.413 8.124 20.642 0.1 0.038 0.252
O 8.559 12.048 21.262 0.014 0.433 0.044
O 0.383 5.735 23.795 -0.318 -0.019 0.614
O 15.345 6.529 21.687 -0.029 -0.227 0.551
O 11.343 15.824 23.687 0.224 0.296 0.642
O 13.519 13.601 20.449 0.046 0.211 0.339
O 14.557 11.39 21.461 -0.449 -0.495 0.231
O 14.657 13.249 25.639 0.374 -0.6 0.48
O 10 3.179 21.853 -0.28 0.18 0.511
O 14.028 14.216 27.886 -0.425 0.102 0.309
O 2.404 2.707 26.543 0.305 -0.383 0.655
O 11.741 4.093 23.568 0.029 -0.464 0.133
O 15.543 6.643 28.893 -0.149 -0.304 -0.431
O 14.221 7.188 26.708 0.638 -0.061 -0.086
O 6.637 13.512 26.062 -0.195 -0.056 0.387
O 1.561 7.121 21.897 -0.209 0.125 -0.399
O 1.913 13.175 30.462 0.173 -0.016 0.051
O 2.062 13.752 23.872 -0.16 -0.06 0.674
O 1.395 15.148 21.738 0.495 0.233 0.314
O 4.357 12.843 24.772 -0.278 -0.086 0.35
O 6.563 11.705 24.077 0.081 0.344 -0.348
O 4.311 4.463 25.709 0.459 -0.301 -0.058
O 5.658 11.214 26.436 0.457 -0.093 0.428
O 8.129 14.397 24.173 0.465 -0.609 -0.094
O 3.006 5.465 23.725 0.136 -0.037 -0.537
O 1.825 5.184 26.036 -0.231 0.221 0.289
O 5.651 9.162 24.243 0.237 -0.211 0.026
O 5.494 5.728 20.766 0.01 0.168 0.33
O 3.696 9.575 25.966 -0.373 0.174 -0.134
O 2.968 10.642 30.646 -0.134 -0.379 -0.108
O 10.738 10.087 25.836 -0.001 0.078 0.747
O 8.087 9.782 24.935 -0.208 0.017 0.585
O 13.062 10.667 26.85 -0.01 0.445 -0.139
O 9.277 15.363 22.06 -0.323 -0.261 -0.537
O 8.615 1.326 20.382 -0.324 0.138 -0.022
O 11.028 1.125 30.581 -0.568 0.065 -0.083
O 12.352 3.972 26.222 0.185 0.043 0.015
O 10.084 7.328 28.996 0.031 0.596 0.283
O 10.42 5.611 25.187 -0.424 -0.286 -0.141
O 12.94 6.097 24.727 0.437 -0.117 -0.522
O 13.038 8.823 24.965 0.5 -0.139 -0.488
O 3.257 8.459 23.489 -0.3 0.222 0.192
O 12.398 14.644 25.797 -0.481 0.291 0.338
O 14.93 11.685 28.314 0.383 -0.387 0.007
O 13.751 1.845 26.119 -0.354 0.03 -0.602
O 14.27 4.632 31.948 -0.092 0.06 -0.548
O 15.458 0.883 27.861 0.44 -0.427 0.304
O 2.538 0.979 24.575 -0.243 -0.276 -0.243
O 12.811 6.801 28.847 -0.107 0.175 0.3
O 0.539 8.385 30.179 0.552 0.139 -0.23
O 5.23 9.076 30.135 0.106 -0.352 0.395
O 0.675 12.642 21.879 0.284 0.106 -0.699
O 4.253 10.837 28.505 -0.316 0.234 -0.114
O 0.25 13.758 28.543 0.122 0.032 -0.576
O 0.115 1.538 25.542 -0.053 -0.006 -0.187
O 4.168 15.303 24.04 0.157 0.313 -0.129
O 10.003 10.679 23.468 -0.203 -0.051 -0.436
O 5.209 1.215 24.819 -0.093 0.602 -0.235
O 10.594 15.989 28.434 0.038 0.112 -0.518
O 6.616 1.395 28.225 -0.341 -0.143 -0.285
O 4.673 6.781 29.036 0.036 -0.169 -0.097
O 6.03 3.607 29.549 -0.096 0.272 -0.033
O 5.55 8.796 27.545 0.517 -0.331 -0.456
O 14.324 9.025 28.539 0.326 0.037 -0.009
O 7.313 7.708 29 0.176 0.034 0.392
O 4.387 7.084 25.36 0.174 0.043 0.525
O 8.993 14.545 26.8 0.226 -0.379 -0.009
O 12.448 11.213 24.218 0.601 0.111 -0.039
O 11.82 15.4 21.293 0.148 0.102 0.181
O 7.35 16.751 23.347 0.157 0.523 -0.059
O 0.369 10.97 30.616 -0.295 0.111 -0.269
O 13.884 2.904 28.45 0.317 0.568 0.123
O 11.979 5.304 33.054 -0.164 -0.023 0.245
O 8.596 3.044 28.888 0.311 -0.328 0.305
O 8.89 7.358 26.712 -0.328 0.411 -0.085
O 13.158 16.817 29.18 0.067 -0.535 0.287
O 11.554 7.429 26.509 -0.067 0.23 0.48
O 12.755 10.882 29.484 -0.133 0.119 -0.217
O 14.76 15.805 25.799 0.249 -0.167 -0.576
O 13.899 15.375 34.012 -0.314 0.338 -0.067
O 11.55 2.013 27.884 -0.698 0.252 -0.153
O 12.161 2.934 32 -0.099 0.28 -0.476
O 3.746 16.042 31.708 -0.274 0.2 -0.303
O 0.293 3.738 32.626 0.007 0.131 -0.179
O 1.822 11.724 32.663 0.08 0.78 0.273
O 0.113 5.978 31.266 0.241 0.064 -0.106
O 1.989 6.35 29.487 0.101 -0.194 -0.254
O 14.548 13.501 30.226 0.52 -0.104 0.078
O 1.148 1.35 31.958 0.249 0.042 -0.279
O 3.962 4.858 30.651 -0.395 0.076 0.291
O 0.706 9.288 32.585 0.101 -0.807 0.022
O 4.468 2.322 31.252 -0.451 0.027 0.323
O 3.715 16.189 26.59 -0.23 0.158 -0.005
O 8.006 15.636 29.001 0.003 0.114 0.392
O 5.431 15.315 28.339 0.032 -0.557 -0.393
O 3.369 4.618 28.16 -0.007 -0.596 0.038
O 7.937 6.205 32.72 -0.047 0.204 -0.404
O 6.128 4.295 32.061 0.229 -0.149 -0.245
O 3.729 0.702 29.243 -0.549 0.539 -0.268
O 6.016 16.63 30.509 0.292 -0.035 0.599
O 7.366 12.319 32.585 -0.089 -0.181 -0.347
O 8.358 5.465 28.391 -0.349 -0.219 0.45
O 11.333 5.764 30.661 0.013 -0.655 -0.117
O 6.788 3.686 27.01 -0.67 0.241 -0.097
O 11.825 14.098 30.565 -0.012 0.342 -0.452
O 0.98 15.726 30.155 0.145 0.12 0.091
O 12.142 9.799 31.842 -0.575 -0.223 0.242
O 13.013 12.218 31.828 0.352 -0.143 0.546
O 12.981 7.395 31.93 0.196 -0.296 -0.043
O 9.641 13.662 29.222 -0.103 -0.581 -0.363
O 9.524 13.704 31.914 0.117 0.338 -0.117
O 15.541 15.836 32.058 0.311 -0.428 0.039
O 15.434 1.442 30.307 -0.117 0.292 0.04
Si 16.292 0.14 5.425 -0.003 0.008 -0.005
Si 2.699 2.883 5.427 0.004 0.007 0.008
Si 16.293 5.619 5.416 -0.018 -0.017 0.003
Si 2.652 8.314 5.347 -0.011 0.001 -0.011
Si 16.267 11.022 5.359 0.025 0.009 -0.023
Si 2.708 13.728 5.478 0.01 0.024 0.01
Si 5.458 0.133 5.418 0.013 0.013 0.01
Si 8.11 2.862 5.453 0.004 0.013 -0.006
Si 5.344 5.595 5.441 0.008 0.01 0.005
Si 8.152 8.324 5.485 -0.021 0.003 0.007
Si 5.402 10.992 5.47 0.003 0.014 0.009
Si 8.096 13.748 5.436 -0.017 -0.02 -0.003
Si 10.855 16.419 5.472 -0.009 -0.027 -0.002
Si 13.576 2.882 5.447 -0.009 -0.024 -0.005
Si 10.857 5.565 5.417 0.012 -0.007 0.011
Si 13.554 8.34 5.422 -0.005 -0.002 -0.008
Si 10.798 11.077 5.441 -0.005 0.012 -0.003
Si 13.567 13.757 5.41 -0.003 0.014 0.011
Si 1.324 1.523 6.779 -0.006 0.01 -0.004
Si 4.03 4.233 6.82 -0.015 0.001 0.003
Si 1.327 6.977 6.77 -0.004 -0.01 -0.005
Si 4.011 9.635 6.776 0.013 -0.003 0.002
Si 1.296 12.369 6.772 0.001 -0.005 -0.008
Si 4.07 15.119 6.796 0.005 -0.022 0.001
Si 6.777 1.494 6.815 0.01 -0.016 0.001
Si 9.484 4.228 6.792 0.007 0.007 0.015
Si 6.746 6.949 6.785 0.004 0.003 -0.002
Si 9.485 9.7 6.833 -0.004 0.002 0.008
Si 6.75 12.387 6.808 0.008 -0.002 -0.001
Si 9.48 15.074 6.816 0.012 0.012 -0.012
Si 12.202 1.51 6.796 -0.021 0.039 -0.002
Si 14.946 4.244 6.788 0.007 0.011 0.002
Si 12.207 6.95 6.776 -0.001 -0.001 -0.004
Si 14.923 9.688 6.774 -0.004 -0.003 -0.007
Si 12.203 12.403 6.784 0.013 -0.009 0.004
Si 14.917 15.113 6.787 0.004 -0.001 -0.004
Si -0.024 2.885 8.156 0.008 0 0.004
Si 2.687 0.162 8.142 -0.003 0.009 -0.005
Si 16.283 8.325 8.133 0.012 0.003 -0.004
Si 2.676 5.613 8.152 0.006 0.001 0.001
Si 16.267 13.74 8.142 -0.015 -0.004 0.004
Si 2.663 11.017 8.133 -0.027 0.004 -0.004
Si 5.411 2.872 8.159 0 0.002 -0.005
Si 8.139 16.461 8.168 0.001 0.005 0.004
Si 5.394 8.306 8.15 -0.013 -0.015 -0.002
Si 8.12 5.594 8.148 -0.001 -0.01 -0.003
Si 5.406 13.755 8.166 0.014 0.013 0.001
Si 8.114 11.043 8.183 -0.007 -0.01 0.005
Si 10.839 2.864 8.155 0.004 -0.01 0.005
Si 13.561 0.153 8.159 0.021 -0.006 -0.005
Si 10.85 8.309 8.157 0.015 0.021 -0.003
Si 13.571 5.597 8.142 -0.005 -0.012 -0.002
Si 10.846 13.736 8.175 -0.009 -0.008 0
Si 13.553 11.033 8.144 -0.01 0.013 0.001
Si 1.328 4.255 9.518 0.001 0.007 0.013
Si 4.044 1.525 9.512 0 -0.001 -0.002
Si 1.313 9.672 9.511 -0.005 -0.011 0.005
Si 4.054 6.949 9.518 0.001 0.005 0.003
Si 1.316 15.112 9.493 -0.005 -0.004 0.002
Si 4.026 12.385 9.491 -0.004 -0.005 -0.006
Si 6.777 4.232 9.523 0.002 -0.007 0.007
Si 9.487 1.508 9.525 -0.002 -0.003 -0.003
Si 6.751 9.669 9.521 -0.002 0.025 0.006
Si 9.476 6.955 9.518 -0.011 -0.001 -0.002
Si 6.773 15.108 9.522 -0.004 -0.004 -0.006
Si 9.49 12.384 9.543 0.021 0.011 0.007
Si 12.205 4.233 9.5 -0.008 -0.004 -0.01
Si 14.925 1.518 9.506 -0.007 0.013 -0.008
Si 12.2 9.67 9.521 0.02 -0.018 0.001
Si 14.929 6.964 9.498 0.001 0.004 0.002
Si 12.19 15.117 9.531 -0.003 -0.002 0
Si 14.898 12.395 9.511 0.001 -0.009 -0.006

Results
total energy: -115451.121 eV
total energy less fixed offsets of O -438.35, Si -107.03 eV per atom: 15.219 eV
